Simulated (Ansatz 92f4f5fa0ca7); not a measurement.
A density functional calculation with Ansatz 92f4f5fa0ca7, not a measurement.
Periodic cell of 237 atoms, Si146O90B1, from a study of silicon, its oxide and their interface. The atomic structure is a simulated model.
Doubt: the cutoff is far below the 930 eV that the study's wrapper takes by default for these files, so forces and energies are approximate.
This geometry differs little from another in the collection (a relaxation step or a small displacement).

Settings
functional: PBE
potential files: Ansatz PAW
basis: plane waves
wave-function cutoff: 580 eV
density cutoff ratio: 5
exchange-correlation grid ratio: 1
k mesh: 1 x 1 x 1, Gamma-centred
self-consistency stop: 5e-08 eV per atom in the density residual
occupations: fixed
spin: none
net charge: -1 e, with a uniform compensating background and no finite-size correction

Cell vectors (angstrom)
a 11.6015 0 0
b 0 10.938 0
c 0 0 32.0622

Atoms and the computed forces on them: element, x, y, z (angstrom), force x, y, z (eV/angstrom)
Si -0.225 -0.0563 23.2157 -0.0014 -0.0513 -0.0348
Si 3.6509 0.2058 23.0892 -0.0284 -0.0658 -0.0052
Si 7.5638 -0.1262 23.4069 0.0061 -0.0497 0.0044
Si 1.6539 1.3671 23.3885 0.0149 0.1054 -0.026
Si 5.7208 1.379 23.1837 0.041 0.0503 -0.0288
Si 9.4179 1.2667 23.1718 -0.0419 0.0543 -0.0221
Si 0.1494 5.3044 23.4374 0.0385 -0.0363 -0.0067
Si 4.1254 5.2899 23.3956 -0.0027 -0.0258 -0.0139
Si 8.0318 5.6101 23.5395 0.0116 -0.0391 -0.0029
Si 2.155 6.5717 23.3648 -0.0038 0.0293 0.0092
Si 5.9612 6.7609 23.4921 -0.0055 0.0239 0.0134
Si 10.0075 6.861 23.6272 -0.0384 0.0482 -0.0111
Si 1.8946 2.6481 25.3723 -0.007 0.0073 -0.026
Si 5.8286 2.6465 25.2414 -0.0039 0.0036 0.0263
Si 9.6248 2.6556 25.1801 0.0197 0.0279 -0.009
Si 11.5869 3.99 25.3642 -0.0186 -0.0086 0.0063
Si 3.8844 3.9567 25.3158 0.0057 -0.0147 -0.0098
Si 7.7455 4.0789 25.3308 0.0035 -0.0098 -0.0268
Si 1.9536 8.1573 25.1793 0.0061 -0.0071 -0.0289
Si 5.7746 8.1857 25.3603 0.0052 -0.0101 0.003
Si 9.7041 8.278 25.4448 -0.0096 -0.0007 -0.0264
Si 11.6194 9.583 25.234 0.0082 0.0124 -0.002
Si 3.8517 9.5895 25.0635 -0.0095 0.0042 -0.0121
Si 7.6902 9.5414 25.3906 -0.001 0.0129 -0.0205
Si 11.6389 -0.0074 27.19 0.005 0.007 0.0083
Si 3.8964 -0.0539 27.1106 0.0086 0.0006 0.0101
Si 7.7594 -0.0148 27.2806 -0.0012 0.0044 0.0047
Si 1.9792 1.3101 27.2796 -0.0101 -0.0045 0.0019
Si 5.8263 1.3216 27.1944 0.0003 -0.0043 -0.0057
Si 9.689 1.3443 27.1629 0 -0.0167 0.0105
Si 11.5824 5.465 27.2122 -0.0073 -0.0124 0.0097
Si 3.8414 5.4265 27.1974 0.0012 -0.0099 0.0038
Si 7.7097 5.4579 27.2508 -0.0021 0.0002 0.0077
Si 1.925 6.8242 27.1552 0.0019 0.0079 0.0061
Si 5.7595 6.8025 27.2618 -0.011 -0.0046 -0.008
Si 9.6478 6.8184 27.2872 0.0145 -0.0061 0.0081
Si 1.9392 2.7265 29.1754 0.0075 -0.0023 0.0099
Si 5.7917 2.7256 29.1169 0.0001 -0.0017 -0.0138
Si 9.6742 2.7267 29.1122 0.0053 0.0046 -0.0009
Si 0.0055 4.0991 29.1441 -0.0035 0.0033 0.0007
Si 3.8611 4.0979 29.1575 -0.0069 -0.002 0.0026
Si 7.7308 4.0902 29.1707 -0.001 -0.003 0.0079
Si 1.934 8.189 29.105 -0.0057 -0.0003 0.0021
Si 5.7929 8.1842 29.176 -0.0045 0.0028 0.0167
Si 9.6682 8.1917 29.208 -0.0045 0.001 0.0125
Si 0 9.5607 29.1325 0.0006 -0.0108 -0.0072
Si 3.8693 9.5575 29.0988 0.0046 -0.0087 -0.0148
Si 7.7318 9.5486 29.1964 0.0092 -0.0027 -0.0083
Si -0.0023 0.0019 31.0766 0.0009 0.0039 0.0005
Si 3.8573 0.0056 31.0507 -0.0004 0.0041 0.0025
Si 7.7277 0.0108 31.1025 -0.0032 -0.003 -0.0003
Si 1.9267 1.3736 31.1091 -0.0037 -0.0001 -0.0032
Si 5.7917 1.3727 31.0553 0.0038 -0.0008 -0.0009
Si 9.6653 1.3698 31.0668 -0.0017 -0.0072 0.0018
Si 0.0061 5.4686 31.0804 -0.0003 0.0027 0.0029
Si 3.866 5.4786 31.0906 0.0012 0.0058 -0.0019
Si 7.7381 5.466 31.1118 0.0024 0.0046 0.0011
Si 1.9337 6.8459 31.0603 0.0022 -0.0047 -0.0005
Si 5.8026 6.8346 31.1101 -0.0011 -0.0033 -0.0019
Si 9.6747 6.8308 31.1377 0.0022 -0.0049 -0.0037
Si 1.9286 2.7532 0.9821 0.0039 0 0.0099
Si 5.7939 2.7514 0.9209 -0.0045 0.001 -0.0002
Si 9.6649 2.7361 0.9541 0.0009 0.0056 0.0047
Si -0.0136 4.1127 0.953 -0.0042 -0.002 -0.01
Si 3.8628 4.1218 0.9712 0.0013 -0.0044 -0.0037
Si 7.7378 4.113 0.9893 0.0026 -0.0013 -0.003
Si 1.9276 8.2201 0.9366 -0.0002 0.0037 -0.0077
Si 5.7951 8.2312 0.9605 0.0018 0.0037 -0.0032
Si 9.6665 8.2254 1.0006 -0.0014 0.0042 0.0006
Si -0.0041 9.5976 0.9724 -0.002 -0.0023 0.0041
Si 3.8573 9.5965 0.95 0.0002 -0.0016 0.0023
Si 7.7353 9.5875 0.9778 0.0012 -0.0013 0.0009
Si 11.6086 0.039 2.9165 0.0008 0.0045 -0.0003
Si 3.8548 0.0274 2.9078 -0.0013 0.0069 -0.0014
Si 7.7397 0.0284 2.8997 0.0011 0.0051 0.0001
Si 1.9333 1.409 2.9279 0 -0.0012 -0.0017
Si 5.8099 1.3743 2.8302 0.0012 -0.006 -0.0017
Si 9.6603 1.3937 2.9139 -0.0009 -0.0048 -0.0013
Si 11.5651 5.5081 2.8636 -0.0024 0.0021 0.0022
Si 3.8757 5.5035 2.9074 0.0019 0.0013 0.0015
Si 7.7367 5.5192 2.9154 0.0001 -0.0004 0
Si 1.9121 6.8314 2.8536 0.0018 -0.0003 0.0022
Si 5.8087 6.8693 2.8841 -0.0016 -0.0003 0.0025
Si 9.6598 6.9071 2.968 0.0012 0.0017 -0.0008
Si 1.9131 2.8391 4.8283 -0.0034 0.0072 -0.001
Si 5.8363 2.7313 4.7418 -0.0025 0.0072 0.0005
Si 9.5987 2.804 4.8311 -0.0038 0.0053 -0.0046
Si 11.5413 4.1444 4.7793 0.0018 -0.0045 0.0035
Si 3.9187 4.108 4.825 -0.002 -0.0054 -0.0029
Si 7.7167 4.2144 4.8827 -0.002 -0.0026 0.0015
Si 1.8891 8.1526 4.8 0.0018 0.0042 0.0002
Si 5.8088 8.2638 4.7885 -0.0015 0.0047 0.0017
Si 9.6621 8.3263 4.9119 0.0025 0.0031 -0.0021
Si 11.6337 9.6606 4.8853 -0.0008 -0.0036 0.0015
Si 3.8189 9.4937 4.7852 0.0012 -0.0045 -0.0007
Si 7.7232 9.6841 4.8881 0 -0.0041 -0.0027
Si 11.5964 0.2375 6.777 -0.0025 0.0004 -0.0053
Si 3.7556 -0.0475 6.6532 0.0014 0.003 -0.0048
Si 7.7132 0.062 6.9097 -0.0092 -0.0019 0.0006
Si 2.0508 1.5108 6.7649 0.0053 -0.0004 -0.0034
Si 5.7143 1.2817 6.6175 0.0046 0.0053 -0.0129
Si 9.6462 1.5293 6.8306 0.0063 0.0049 -0.0042
Si 11.5256 5.5065 6.7 0.0015 -0.0033 -0.009
Si 3.9822 5.4348 6.7976 0.0027 0.0028 0.0003
Si 7.7358 5.6764 6.831 -0.0004 0.0013 -0.0013
Si 1.9758 6.6496 6.6552 -0.0025 0.0038 -0.0008
Si 5.8099 6.984 6.7511 0.0007 0.0025 -0.0052
Si 9.7526 7.0471 6.9168 -0.0007 0.0005 -0.0029
O 9.99 7.9798 8.3067 0.0005 -0.0004 0.0056
O 7.654 9.9446 8.2246 0.0041 0.0032 0.0055
O 7.4008 4.7374 8.1684 -0.0022 0.0035 0.0056
O 3.3816 10.3519 8.2056 -0.0006 -0.0027 0.0058
O 2.0304 7.5613 8.0305 0.0002 -0.0022 -0.0001
O 4.0085 4.5856 8.254 -0.0016 0.0059 0.0029
O 9.7827 2.4571 8.2205 -0.0022 -0.001 0.0037
O 2.6251 2.3382 8.1292 -0.0023 0.0012 0.0057
O 11.3936 4.5761 8.069 -0.0012 0 0.006
O 5.3695 2.3745 7.8156 -0.0012 0.0031 0.01
O 5.8098 7.9927 8.0882 -0.0019 -0.0027 0.0037
O 11.3058 10.3194 8.1558 -0.0015 0.0038 0.0056
O 11.3389 10.0181 21.7809 0.0061 0.0326 0.0328
O 3.2419 10.6815 21.5185 0.0072 0.0008 0.007
O 5.7288 7.7586 22.1793 -0.0021 -0.0032 -0.0009
O 4.2699 4.4776 21.9364 -0.0081 0.009 0.0069
O 7.6532 9.6429 22.1964 0.0076 0.0005 -0.0018
O 10.2992 7.6588 22.2052 0.0026 0.0024 0.0091
O 1.5375 2.4238 22.1248 -0.0614 -0.0012 -0.033
O 5.9076 2.4113 21.8861 -0.0138 -0.0153 0.0097
O 8.4857 4.7217 22.2273 -0.0079 0.0002 -0.0353
O -0.1138 4.4707 22.0238 -0.0087 -0.0201 -0.0192
O 2.369 7.3951 21.9456 -0.0027 0.0047 -0.0034
O 9.0146 1.9072 21.7378 0.0813 -0.0337 0.0156
Si 1.9068 7.7934 9.6139 -0.0008 0.0011 0.0066
Si 5.0837 0.5862 17.722 -0.0188 0.0058 0.0448
Si 2.5079 5.4457 14.0446 -0.0058 0.0006 0.0355
Si 10.5556 3.879 14.0788 0.0017 0.0023 0.0411
Si 8.3002 2.3805 15.3508 0.0105 0.0117 0.0312
B 9.5166 2.2329 20.361 -0.0367 0.0867 -0.041
Si 10.5108 3.6574 9.0765 0.0011 0.0033 -0.0012
Si 0.0227 2.3324 11.578 -0.0035 0.006 0.0221
Si 11.0218 8.1721 15.4163 0.0071 -0.0063 0.038
Si 5.1899 6.9429 14.0112 0.0001 -0.0029 0.0333
Si 5.7678 2.6267 11.1359 -0.0006 0.003 0.021
Si 8.5938 7.5892 19.3991 -0.0033 -0.0127 0.0394
Si 8.2227 4.7235 20.6116 0.0263 -0.0305 -0.0034
Si 5.9601 9.6088 15.2397 0.0026 0.0074 0.0334
Si 2.1163 7.5892 20.3511 -0.0037 -0.0092 0.0035
Si 1.882 4.8311 18.8219 -0.0028 0.0209 0.0234
Si 4.4734 3.4389 18.0258 -0.0025 -0.0102 0.044
Si 8.5407 8.9973 16.8908 0.0048 -0.0051 0.0369
Si 0.8399 9.4966 13.3033 -0.0058 -0.003 0.0302
Si 9.9105 10.6658 11.7299 0.0019 0.0048 0.0172
Si 5.3883 3.6997 21.0113 0.0208 -0.0012 -0.0041
Si 0.5962 5.5493 16.277 -0.0026 0.0032 0.0365
Si 10.7741 9.1588 9.1526 0.001 0.0007 -0.0013
Si 6.5566 8.8431 21.2861 -0.0098 0.0009 -0.0223
Si 7.1195 7.1154 11.493 -0.0031 0.0048 0.0189
Si 2.6743 0.7546 12.2165 -0.0005 0.0044 0.0201
Si 10.8929 8.6295 21.0409 0.0108 -0.0519 -0.0222
Si 6.0381 4.3233 15.654 -0.003 -0.0045 0.0409
Si 7.1055 0.5043 13.0273 -0.005 -0.0026 0.0346
Si 4.0718 2.9782 8.5999 0.0029 -0.005 -0.0046
Si 0.8854 6.7524 11.9131 -0.0032 -0.0003 0.0244
Si 6.5672 9.055 9.0818 -0.0005 0.0018 -0.0032
Si 0.5001 3.2225 21.1232 -0.0265 -0.0883 -0.0474
Si 9.801 6.5313 12.92 0.0032 0.0026 0.0291
Si 7.7191 4.5448 9.7535 0.0014 0.0035 0
Si 3.9796 10.0379 20.1975 0.0172 -0.0116 -0.004
Si 4.2728 3.0567 13.5344 0.0004 0.0096 0.0313
Si 3.8514 10.022 9.74 -0.0034 0.0035 -0.003
Si 8.1322 0.8441 18.1871 0.0104 -0.0235 0.0425
O 11.4828 3.2437 12.9067 -0.0016 0.0004 -0.0182
O 9.3448 4.4871 9.8782 0.0011 0.0012 -0.0013
O 8.9378 3.4974 19.9037 0.047 -0.0476 0.0655
O 4.0444 -0.0643 18.8078 0.0035 0.0039 -0.0238
O 11.3538 4.5655 15.3069 -0.0045 -0.0015 -0.0261
O 9.8486 9.8055 10.332 -0.0002 0.0012 -0.0035
O 3.7681 1.559 13.1237 -0.0004 -0.0042 -0.0147
O 0.658 9.0813 14.8657 0.0004 0.0084 -0.0194
O 6.5031 0.978 18.4277 0.0193 0.0056 -0.0088
O 4.743 3.1858 19.6141 -0.0083 0.0007 -0.0192
O 6.2788 1.2114 11.7926 -0.0006 0.0134 -0.0078
O 0.5354 8.6398 9.8709 -0.0012 0.0036 -0.0031
O 5.5883 4.3537 17.2285 -0.0001 0.0061 -0.033
O 8.4491 7.2136 12.3949 -0.0034 0.0066 -0.0114
O 4.43 2.6276 10.1591 -0.0015 0.0035 -0.0065
O 2.0873 5.6711 15.5981 0.0045 0.0033 -0.024
O 3.3645 0.0847 10.9075 0.0004 0.0002 -0.0071
O 5.8917 7.2262 12.5545 0.0063 0.0006 -0.0151
O 2.3389 6.2612 19.4541 -0.0015 -0.009 -0.0145
O 0.6319 4.9797 17.788 0.0114 0.0062 -0.0087
O 8.4234 10.7022 12.392 0.0042 0.0017 -0.0089
O 5.4721 10.0778 9.7129 -0.0005 -0.0002 -0.0009
O 0.5801 8.0854 20.2029 0.0026 -0.0004 0.0087
O 9.775 2.6282 14.7337 -0.0115 -0.0005 -0.0125
O 2.015 10.6038 13.2226 0.0033 0.0034 -0.0123
O 9.9803 9.153 16.1528 -0.0013 0.0046 -0.0159
O 6.1529 10.359 13.7919 0.0087 0.0156 -0.0176
O 7.5003 1.5768 14.1787 -0.001 -0.0159 -0.0218
O 1.5177 3.8285 20.0119 -0.0811 -0.0591 0.0415
O 5.9242 5.7776 14.9066 0.0003 0.0056 -0.0177
O 7.3979 9.0262 15.7353 -0.0006 0.0034 -0.0164
O 1.5006 1.688 11.6168 0.0016 0.0018 -0.0034
O 7.1993 8.2913 10.3657 -0.0021 0.0043 -0.0028
O 4.3619 1.9844 17.2875 0.0066 -0.0028 -0.0163
O 7.0471 3.1687 10.2899 0.0014 0.0044 -0.0004
O 11.5577 7.0356 16.433 -0.001 0.0079 -0.0165
O 8.3469 10.1905 17.9334 -0.0104 0.0257 -0.0287
O 3.2574 8.5496 10.1084 -0.0002 0.0028 -0.0006
O 7.584 3.8326 15.5713 -0.001 -0.0037 -0.0139
O 3.0778 4.237 17.907 -0.0036 -0.0039 -0.0172
O 2.9208 3.9185 13.7128 0.0003 0.0014 -0.0086
O 1.3442 8.2196 12.4427 0.0008 -0.0008 -0.0081
O 1.2286 5.6958 13.0812 0.0004 0.0056 -0.0144
O 5.0426 8.3014 14.9008 0.0022 -0.0026 -0.0146
O 10.9937 2.2998 20.4225 0.0586 0.0769 0.1768
O 10.9956 10.0115 12.749 -0.0046 0.0043 -0.013
O 5.2911 3.603 12.3627 0.0005 -0.0018 -0.0144
O 5.1047 3.1902 14.917 0.0018 -0.001 -0.02
O 6.5723 4.7238 20.5531 0.0024 -0.0169 -0.0003
O 8.4352 1.5896 16.7463 -0.0016 -0.0011 -0.014
O 10.4039 1.2552 11.4509 -0.0027 0.0011 -0.0059
O 10.8797 6.6214 11.6882 0.0002 0.0035 -0.0064
O 3.2137 8.6597 19.8133 -0.0112 0.0007 0.004
O 1.7103 6.4477 10.5287 0.0016 0.0021 -0.0061
O 7.1766 8.0841 20.0137 0.0104 -0.0018 -0.001
O 8.4973 7.6106 17.7631 -0.0021 0.0015 -0.0219
O 3.6873 6.4667 13.6391 0.0027 0.0006 -0.0115
O 9.5616 4.9862 13.3848 -0.0033 0.0068 -0.0111
O 5.5182 9.9229 20.6959 0.0027 -0.0196 0.0059
O 10.3102 7.4184 14.1664 -0.0037 0.0022 -0.0191
O 8.825 6.0725 19.9069 -0.0059 0.0028 -0.0059
O 7.0741 5.7187 10.6629 0.0022 -0.0003 -0.0037
O 5.2822 10.553 16.398 0.0053 -0.0051 -0.02
O 9.0797 1.2068 19.4106 -0.0066 -0.0064 -0.0019
O 11.5761 3.1774 10.192 -0.002 0.0023 -0.0078
O 9.7376 8.648 19.8992 -0.0027 0.003 -0.0007

Results
free energy: -144145.674 eV
free energy less fixed offsets of B -154.04, O -568.88, Si -635.61 eV per atom: 6.626 eV

The program warned: the cutoff lies below the one the program advises for these potential files; the exchange-correlation potential is rough where the density is thin.
